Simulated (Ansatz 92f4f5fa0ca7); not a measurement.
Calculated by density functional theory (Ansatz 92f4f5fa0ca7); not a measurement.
Periodic cell of 226 atoms, Si133O92As1, from a study of silicon, its oxide and their interface. The atomic structure is a simulated model.
Doubt: the cutoff is far below the 930 eV that the study's wrapper takes by default for these files, so forces and energies are approximate.

Settings
functional: PBE
potential files: Ansatz PAW
basis: plane waves
wave-function cutoff: 580 eV
density cutoff ratio: 5
exchange-correlation grid ratio: 1
k mesh: 1 x 1 x 1, Gamma-centred
self-consistency stop: 5e-08 eV per atom in the density residual
occupations: fixed
spin: none
net charge: +1 e, with a uniform compensating background and no finite-size correction

Cell vectors (angstrom)
a  10.938  0  0
b  0  10.938  0
c  0  0  31.9494

Atoms and the computed forces on them: element, x, y, z (angstrom), force x, y, z (eV/angstrom)
Si  10.5803  0.0666  24.4081  0.1692  0.0385  -0.6698
Si  5.0047  0.1822  24.5922  0.0085  -0.0732  -0.5101
Si  2.7799  2.4431  24.5045  -0.1035  0.0442  -0.2084
Si  8.5199  2.4921  24.6031  0.1942  0.2289  -0.5555
Si  10.5096  5.7292  24.4736  0.0505  0.0753  -0.6494
Si  5.1146  5.64  24.4542  0.0177  -0.1307  -0.5255
Si  2.9118  7.9673  24.4346  -0.0868  0.0129  -0.6005
Si  8.2247  8.023  24.592  0.1262  -0.0657  -0.7154
Si  1.2419  1.2224  25.8129  0.0877  0.0129  0.3058
Si  6.7547  1.3559  25.7366  -0.0325  0.0294  0.276
Si  3.9603  4.069  25.7948  -0.0169  0.0561  0.2011
Si  9.5791  4.0873  25.9471  0.0507  -0.0466  0.3184
Si  1.2546  6.8622  25.7588  0.0337  -0.0433  0.2609
Si  6.682  6.788  25.8362  -0.0476  -0.0658  0.2554
Si  3.9488  9.5263  25.933  -0.0404  -0.078  0.2815
Si  9.4265  9.5762  25.8728  0.0712  0.0222  0.2227
Si  2.5878  -0.0574  27.2825  -0.0703  0.0252  -0.2758
Si  8.0876  0.0314  27.1965  -0.0583  0.0085  -0.124
Si  0.0316  2.7196  27.2392  0.0003  0.029  -0.2426
Si  5.4189  2.7631  27.1412  0.0442  0.0443  -0.2175
Si  2.6244  5.4846  27.1574  -0.0318  -0.005  -0.2636
Si  8.1012  5.4374  27.197  0.0068  0.0199  -0.1297
Si  -0.0431  8.2532  27.1825  0.0242  -0.0086  -0.156
Si  5.4178  8.2147  27.2322  -0.0233  0.0494  -0.1591
Si  4.0438  1.3881  28.5174  -0.0353  -0.0828  0.2004
Si  9.4996  1.3911  28.5458  -0.0345  0.0031  0.2561
Si  1.3531  4.1239  28.5998  -0.1033  -0.0059  0.1502
Si  6.7469  4.1061  28.5789  -0.0449  -0.0111  0.1425
Si  4.0145  6.8376  28.5399  -0.0441  0.0382  0.2638
Si  9.5071  6.8506  28.5108  -0.0793  0.0085  0.2306
Si  1.2506  9.5576  28.6726  0.0112  0.0386  -0.0271
Si  6.7745  9.5997  28.5991  -0.0189  -0.0115  0.0935
Si  -0.0887  0.0424  29.9643  0.0268  0.1  -0.0997
Si  5.4038  0.0444  29.9311  0.0053  0.0404  -0.1297
Si  2.7301  2.7721  29.9311  0.0099  -0.0809  -0.1352
Si  8.1421  2.7667  29.921  0.1018  0.0234  -0.1192
Si  -0.0656  5.4981  29.9154  0.074  0.0263  -0.1193
Si  5.3983  5.5008  29.9286  0.0395  0.0312  -0.1217
Si  2.6806  8.2139  29.9516  0.0913  -0.061  -0.1053
Si  8.1717  8.2353  29.9163  0.0394  -0.0504  -0.125
Si  1.3328  1.4255  31.2859  -0.0174  -0.0025  0.1301
Si  6.787  1.416  31.2958  -0.0565  -0.0163  0.1193
Si  4.072  4.1282  31.3156  -0.022  0.0374  0.1366
Si  9.513  4.1393  31.2914  -0.04  -0.0115  0.1193
Si  1.3127  6.8601  31.3052  -0.0847  -0.0017  0.118
Si  6.7867  6.8891  31.2799  -0.0026  -0.0103  0.1236
Si  4.051  9.6101  31.3  -0.027  -0.0022  0.1294
Si  9.511  9.5984  31.3171  -0.0304  -0.0596  0.1388
Si  2.7015  0.0639  0.7119  0.0543  0.0276  -0.1019
Si  8.1653  0.0631  0.7017  0.0424  0.0194  -0.129
Si  -0.0229  2.8021  0.7128  0.0229  0.0123  -0.1312
Si  5.45  2.7947  0.7415  0.0334  -0.015  -0.0877
Si  2.7011  5.5113  0.7081  0.0209  -0.0059  -0.128
Si  8.1698  5.5415  0.7027  0.0371  0.009  -0.1101
Si  -0.0251  8.2612  0.7361  0.0336  -0.0176  -0.0883
Si  5.4449  8.2714  0.7225  0.0143  -0.0022  -0.1161
Si  4.0759  1.4223  2.0993  -0.0403  -0.0056  0.0952
Si  9.5747  1.3962  2.0589  0.0593  -0.0227  0.0736
Si  1.3305  4.1884  2.0887  -0.087  0.0107  0.1075
Si  6.8196  4.1942  2.0833  -0.0712  0.0404  0.0597
Si  4.0634  6.8898  2.0642  0.003  0.0388  0.0767
Si  9.5499  6.8846  2.099  -0.0033  0.0098  0.1097
Si  1.3456  9.6589  2.0936  -0.0715  -0.0121  0.0733
Si  6.814  9.6712  2.0779  -0.1096  -0.0231  0.0917
Si  0.0007  0.0775  3.5067  0.0001  0.0074  -0.1876
Si  5.4579  0.0735  3.4874  0.0418  0.0426  -0.1709
Si  2.6808  2.8104  3.4229  0.1183  -0.0099  -0.0655
Si  8.2435  2.8184  3.3494  -0.0587  -0.0237  0.0802
Si  0.0042  5.5568  3.514  -0.0176  -0.0022  -0.2187
Si  5.4417  5.5717  3.455  0.062  -0.0408  -0.1095
Si  2.7082  8.2748  3.4175  0.0537  -0.0111  -0.0458
Si  8.2197  8.3387  3.4036  0.0105  -0.1296  -0.0283
Si  1.3545  1.4898  4.8635  0.0462  0.0163  0.1294
Si  6.901  1.5014  4.7453  0.0764  0.0452  0.0692
Si  4.0425  4.1804  4.7758  -0.0106  -0.0357  0.081
Si  9.5873  4.1029  4.8027  -0.0128  -0.0416  0.1011
Si  1.3481  7.001  4.8663  0.0795  0.0211  0.1322
Si  6.8233  7.0235  4.7489  0.0279  0.0474  0.0594
Si  4.0781  9.5991  4.8078  -0.0159  -0.0663  0.1058
Si  9.6038  9.6063  4.8624  -0.0081  0.0058  0.136
Si  2.7542  0.0736  6.1388  -0.0502  -0.0283  -0.1231
Si  8.2868  0.1463  6.1173  0.0014  0.0259  -0.1258
Si  0.0126  2.8278  6.333  -0.0321  -0.0021  -0.14
Si  5.5122  2.8669  6.0767  -0.0088  0.0146  -0.1326
Si  2.7449  5.6135  6.155  -0.0147  0.0009  -0.1314
Si  8.2455  5.625  5.9606  0.0221  0.0155  -0.1238
Si  0.0404  8.3371  6.3869  -0.0021  -0.0154  -0.1239
Si  5.4942  8.3358  6.2412  0.0002  -0.011  -0.1506
Si  4.4242  1.2096  7.3248  -0.0364  0.0461  0.4395
Si  9.8175  1.1662  7.6353  -0.0711  -0.0283  0.4397
Si  1.1794  4.5251  7.5355  0.0642  0.038  0.4521
Si  6.6493  4.5604  7.2558  0.027  -0.0404  0.4305
Si  4.332  6.7167  7.5309  -0.0476  -0.0304  0.483
Si  9.725  6.6305  7.4985  -0.0917  -0.0237  0.4206
Si  1.2908  9.9685  7.6985  0.0803  0.0165  0.5045
Si  6.7149  9.9923  7.44  0.0387  -0.0253  0.4607
O  9.5504  1.3212  24.0079  -0.1183  -0.0586  0.1671
O  4.0097  6.7925  23.9788  -0.0012  0.1481  0.1584
O  3.9701  1.3619  24.0723  -0.0314  -0.0892  0.0711
O  9.3524  6.8963  24.2105  0.0094  -0.039  0.1695
O  -0.0313  5.5694  8.0272  0.0081  0.0149  -0.1816
O  5.5622  0.1552  7.934  -0.0009  0.0052  -0.2019
O  0.0806  0.1081  8.1628  -0.0137  0.0221  -0.2196
O  5.5349  5.6201  7.8919  -0.026  0.0614  -0.2011
O  7.6126  3.9648  8.4361  -0.149  0.1604  -0.441
O  8.6994  7.0474  8.7432  0.1386  -0.1418  -0.3957
O  2.2155  9.4872  9.0209  -0.202  0.1336  -0.4315
O  8.9005  1.6793  8.9395  0.1444  -0.1511  -0.3696
O  7.6003  9.4815  8.7421  -0.1402  0.1663  -0.4289
O  3.5877  1.8679  8.5706  0.106  -0.2026  -0.3738
O  3.5811  7.2277  8.9289  0.0901  -0.142  -0.3976
O  2.0543  4.0451  8.8641  -0.2022  0.1271  -0.4181
O  8.0869  3.5741  23.4388  0.0499  -0.2029  0.3138
O  0.06  5.1701  23.0766  -0.3556  -0.0857  0.6399
O  1.841  3.0374  23.3432  0.015  -0.072  0.1655
O  5.7793  4.9165  23.1181  -0.1903  0.2179  0.4796
O  5.3547  10.1183  23.3318  -0.206  0.2305  0.5611
O  2.3509  8.6957  23.0604  0.246  -0.1381  0.4855
O  0.1521  10.1518  23.0654  -0.1765  0.1293  0.5042
O  7.6307  8.6604  23.1874  0.101  -0.1149  0.5468
Si  8.6867  7.5875  18.4138  0.0037  0.0126  -0.1645
Si  8.8227  6.3132  13.6609  0.0267  -0.0301  0.2306
Si  3.8303  1.4832  14.7438  0.0111  0.0279  0.1711
Si  2.1546  5.6629  17.6906  0.0175  -0.0217  -0.0944
Si  2.5935  2.902  19.2737  -0.0023  0.1034  -0.1764
Si  9.8189  8.9894  12.081  0.0404  0.0378  0.4341
Si  1.2818  9.4388  22.0712  -0.0692  -0.0512  -0.8294
Si  9.1961  0.9206  13.1773  0.0083  -0.0102  0.2977
Si  1.4757  5.0379  12.9901  -0.0296  0.005  0.3037
Si  1.8078  8.2398  12.7817  -0.053  0.0039  0.4414
Si  6.5491  9.5736  22.378  0.0586  -0.0042  -0.7871
Si  4.5483  4.539  15.7511  -0.0273  -0.0397  0.1429
Si  8.2201  3.0249  9.5914  0.0008  0.0964  0.6723
Si  0.842  8.1598  19.2941  0.0289  -0.0931  -0.3688
Si  6.9965  1.3598  21.0453  -0.0273  0.0387  -0.5046
Si  8.2182  8.2996  9.681  0.0479  0.0199  0.706
Si  10.9997  5.1977  15.6013  0.0043  -0.0064  0.1312
Si  7.6512  9.3877  16.2665  0.0204  0.0106  0.0641
Si  10.0142  2.0513  20.2545  0.0527  0.0689  -0.4507
Si  3.2354  8.5195  9.8961  0.0684  0.0158  0.7056
Si  6.8317  3.2672  17.3165  -0.0042  -0.0374  -0.175
Si  1.2148  0.1325  19.7112  0.0494  0.0448  -0.3859
Si  3.2648  2.7799  12.303  0.0123  0.0021  0.446
Si  7.24  5.2732  19.6373  -0.0291  0.0258  -0.4322
Si  5.7609  8.6301  11.5635  0.0024  0.0495  0.4938
Si  5.8073  6.0393  13.2493  -0.0272  -0.0348  0.3484
Si  4.695  9.5461  17.5528  -0.0181  0.0521  -0.1268
As  1.2703  3.9935  21.8615  0.2162  0.0308  -0.7023
Si  5.082  1.3806  18.5528  -0.0246  0.0492  -0.2177
Si  3.1913  3.0975  9.5382  0.131  0.02  0.6808
Si  6.4944  10.7823  13.7845  0.0209  0.0479  0.2797
Si  10.3952  0.0434  15.9365  0.0177  -0.0063  0.0813
Si  5.6743  3.6404  11.1774  -0.0263  0.0622  0.4871
Si  9.8704  3.8645  11.9138  0.0653  0.0202  0.4664
Si  2.3822  9.852  15.518  -0.0122  0.0244  0.1309
Si  6.0868  7.998  19.7657  0.0373  -0.0362  -0.4175
Si  6.9081  3.9759  22.3913  0.0459  -0.0409  -0.7264
Si  9.8627  2.7464  17.284  -0.061  -0.0373  -0.1544
O  7.2303  6.3334  14.013  -0.021  0.0034  -0.1072
O  1.8899  6.9542  18.7624  -0.0274  0.0667  0.1094
O  10.5264  3.9819  16.5181  0.0312  0.0052  -0.0121
O  6.2263  9.7554  16.9888  0.002  -0.0064  0.004
O  10.1806  0.619  14.4302  -0.0444  0.0221  -0.1459
O  8.4635  6.0049  18.813  -0.0258  -0.0431  0.0983
O  5.2077  0.6302  14.4363  0.0313  -0.0305  -0.0875
O  6.0648  1.8276  17.3362  -0.0051  0.0093  0.0939
O  8.4405  1.9194  20.6123  -0.0775  -0.0113  0.1656
O  1.9575  4.233  18.4949  -0.0167  -0.0557  0.0262
O  6.9757  2.8006  10.643  0.1264  -0.0361  -0.2602
O  4.8993  2.6594  12.2251  0.0432  0.0373  -0.2033
O  6.0548  4.3374  16.3645  0.0083  0.0005  -0.0022
O  4.5642  3.9207  9.974  -0.1207  -0.0151  -0.3207
O  10.8686  2.8108  21.3947  0.1112  0.1864  0.513
O  9.7864  6.1114  14.9814  -0.067  0.0315  -0.12
O  6.0155  6.3606  19.7647  -0.0096  -0.0088  0.1338
O  4.2437  0.0518  18.1583  -0.0249  -0.0175  0.0547
O  9.2492  10.5111  12.2473  0.0102  -0.103  -0.1583
O  2.9072  4.341  12.6693  0.0365  -0.0566  -0.1307
O  1.922  10.6507  21.1542  0.0028  -0.0472  0.3542
O  4.1157  2.6718  18.7427  0.0376  -0.0395  0.0756
O  0.7701  9.9647  15.9277  0.0103  -0.0151  -0.0227
O  1.2999  9.6816  18.8036  -0.0278  0.0229  0.1629
O  1.8405  1.4548  18.9824  -0.0013  -0.0802  0.1184
O  8.9974  10.3067  16.4829  -0.0064  -0.0082  -0.0199
O  4.8839  8.4541  18.7533  0.0508  -0.057  0.155
O  9.5801  8.701  10.4901  -0.12  -0.06  -0.3763
O  6.8527  3.9258  18.8143  0.0186  0.0756  0.1844
O  2.8695  1.6979  13.4253  -0.0269  0.0443  -0.1942
O  5.8368  8.6642  21.229  0.0299  0.1468  0.396
O  2.5608  2.411  10.8845  -0.0029  0.0225  -0.3945
O  7.5918  4.8051  21.1598  -0.0307  -0.0949  0.4217
O  5.2353  7.4475  12.5945  0.0077  0.0949  -0.1865
O  0.4369  9.0495  12.4979  -0.0281  0.0009  -0.1345
O  7.608  1.0359  13.5662  0.0127  -0.0005  -0.0931
O  7.1998  9.5883  14.6971  -0.0404  0.0231  -0.1019
O  9.0115  4.9829  12.7291  0.0196  -0.0832  -0.1603
O  8.1854  7.931  16.8635  0.0049  -0.0165  0.0391
O  6.253  2.5497  21.9071  -0.0246  0.0827  0.2902
O  2.4966  9.0353  14.0643  -0.0126  -0.0756  -0.1978
O  0.4556  4.4487  11.8606  -0.0474  -0.0408  -0.1625
O  0.7633  8.2997  20.9605  0.0425  0.1043  0.4027
O  9.3985  3.8304  10.3621  -0.1244  -0.0715  -0.3831
O  9.6932  2.3424  12.522  0.0068  0.0898  -0.1722
O  7.6264  8.444  19.3491  -0.0909  0.0182  0.118
O  2.5509  8.1724  11.332  0.116  0.0303  -0.4073
O  4.0166  2.9921  15.4066  -0.0045  -0.0403  -0.0954
O  0.9406  4.4971  14.424  0.0346  0.0068  -0.1474
O  10.0377  2.9444  18.8796  0.0036  -0.0405  0.2091
O  9.1712  7.7573  12.9607  0.019  0.0876  -0.1566
O  10.5827  0.5258  19.9953  -0.0708  -0.0023  0.1338
O  6.0463  5.0101  11.9816  0.0083  -0.1108  -0.2315
O  8.3074  2.8515  16.7955  -0.0121  0.0046  0.0585
O  3.5601  5.379  16.7989  -0.0109  0.0083  0.0033
O  4.6912  9.1017  10.3969  -0.1129  -0.002  -0.279
O  1.5582  6.6579  13.124  0.0204  0.041  -0.1074
O  4.7774  5.4545  14.3941  0.06  0.0676  -0.1756
O  2.6313  3.1544  20.8559  0.0744  -0.1283  0.2074
O  10.6042  1.3482  16.8863  0.0131  -0.0033  0.0341
O  1.032  6.0788  16.5638  -0.004  -0.0126  0.0048
O  7.3058  10.9085  21.8393  -0.0385  -0.1462  0.2826
O  5.9859  0.9848  19.8398  0.1367  -0.0273  0.2775
O  6.0874  9.9985  12.4038  -0.047  -0.1398  -0.2533
O  2.8877  0.4709  15.5952  0.02  0.0288  -0.0442
O  7.0607  7.9694  10.7937  0.1221  -0.0044  -0.2966
O  10.2584  7.9089  18.703  0.05  0.0202  0.0784
O  3.4805  9.0818  16.5203  -0.001  -0.0088  0.0061

Results
free energy: -141728.308 eV
free energy less fixed offsets of As -4856.12, O -568.88, Si -635.61 eV per atom: 0.902 eV

The program warned: the cutoff lies below the one the program advises for these potential files; the forces do not sum to zero within the program's tolerance; the exchange-correlation potential is rough where the density is thin.
